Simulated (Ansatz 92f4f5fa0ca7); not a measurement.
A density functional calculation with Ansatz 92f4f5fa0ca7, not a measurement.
Periodic cell of 207 atoms, Si128O79, from a study of silicon, its oxide and their interface. The atomic structure is a simulated model.
Doubt: the cutoff is far below the 930 eV that the study's wrapper takes by default for these files, so forces and energies are approximate.
This geometry differs little from another in the collection (a relaxation step or a small displacement).

Settings
functional: PBE
potential files: Ansatz PAW
basis: plane waves
wave-function cutoff: 580 eV
density cutoff ratio: 5
exchange-correlation grid ratio: 1
k mesh: 1 x 1 x 1, Gamma-centred
self-consistency stop: 5e-08 eV per atom in the density residual
occupations: fixed
spin: none
net charge: 0

Cell vectors (angstrom)
a, 10.938, 0, 0
b, 0, 10.938, 0
c, -2.9219, 2.0604, 30.2633

Atoms: element, x, y, z (angstrom)
Si, 3.4945, 7.0347, 24.2384
Si, 0.5576, 9.6455, 24.3428
Si, 4.5261, 13.5659, 24.1687
Si, 1.7224, 5.3431, 24.0902
Si, -3.8579, 10.9033, 24.2949
Si, -2.0104, 12.4486, 24.2019
Si, 6.2533, 15.2818, 24.2887
Si, -1.1477, 7.9159, 24.3655
Si, -0.2577, 11.5421, 25.4869
Si, 2.6392, 14.4531, 25.3416
Si, -0.0616, 6.1712, 25.4761
Si, 2.4957, 8.8193, 25.4342
Si, 5.3243, 11.7793, 25.5374
Si, 8.0442, 14.2894, 25.4422
Si, 5.2261, 17.0203, 25.5349
Si, -2.9572, 8.9823, 25.4409
Si, -1.6107, 10.2665, 26.9336
Si, 1.2144, 13.0065, 26.681
Si, -1.5113, 15.7183, 26.7458
Si, 1.2055, 7.5299, 26.9365
Si, 3.8934, 10.285, 26.7291
Si, 6.6813, 13.0536, 26.9584
Si, 3.8818, 15.7128, 26.9299
Si, 6.6315, 7.5385, 26.7649
Si, -0.1998, 8.9005, 28.2435
Si, 2.5374, 11.6418, 28.1432
Si, -0.163, 14.3459, 28.141
Si, 2.5473, 17.097, 28.2689
Si, 5.2659, 8.9092, 28.1523
Si, 8.0025, 11.6421, 28.2758
Si, 5.2725, 14.3812, 28.2677
Si, -2.9085, 6.1589, 28.1447
Si, 1.1798, 10.2639, 29.5773
Si, 3.9143, 12.9984, 29.5773
Si, 1.1798, 15.7329, 29.5773
Si, 3.9143, 7.5294, 29.5773
Si, 6.6488, 10.2639, 29.5773
Si, -1.5547, 12.9984, 29.5773
Si, -4.2892, 4.7949, 29.5773
Si, -1.5547, 7.5294, 29.5773
Si, 2.7345, 9.5708, 0.6813
Si, 5.469, 12.3052, 0.6813
Si, 2.7345, 15.0397, 0.6813
Si, 5.469, 6.8362, 0.6813
Si, 8.2035, 9.5708, 0.6813
Si, 0, 12.3052, 0.6813
Si, 8.2035, 4.1018, 0.6813
Si, 10.938, 6.8362, 0.6813
Si, 1.3673, 8.2035, 2.0485
Si, 4.1018, 10.938, 2.0485
Si, 1.3673, 13.6725, 2.0485
Si, 4.1018, 5.469, 2.0485
Si, 6.8362, 8.2035, 2.0485
Si, 9.5708, 10.938, 2.0485
Si, 6.8362, 13.6725, 2.0485
Si, 9.5708, 5.469, 2.0485
Si, 2.736, 6.8457, 3.4789
Si, 5.4665, 9.5518, 3.4765
Si, 2.7258, 12.3035, 3.3326
Si, 5.486, 4.1199, 3.3422
Si, 8.2136, 6.8483, 3.3676
Si, 0.0151, 9.5748, 3.38
Si, 8.2064, 12.296, 3.47
Si, -0.0057, 15.0376, 3.4812
Si, 4.1086, 8.1952, 4.9148
Si, 6.8659, 10.8908, 4.8688
Si, 4.103, 13.67, 4.6039
Si, 6.8439, 5.4774, 4.6854
Si, -1.335, 8.181, 4.7134
Si, 1.3841, 10.9663, 4.7003
Si, 9.5684, 13.6517, 4.8899
Si, 1.3592, 5.4867, 4.8796
Si, 5.3966, 12.3338, 6.0365
Si, 2.7815, 4.02, 6.0654
Si, 4.5757, 4.8574, 7.339
Si, -2.6534, 9.4636, 6.186
Si, 0.0375, 12.2212, 6.1915
Si, 8.1348, 4.1462, 6.1304
Si, -0.0506, 6.8762, 6.2278
Si, 2.6957, 9.6683, 6.1721
Si, 1.8617, 2.2725, 7.3427
Si, 5.5206, 6.7336, 6.2008
Si, 7.412, 7.5911, 7.3636
Si, -0.8833, 10.4163, 7.4693
Si, 6.2761, 14.1209, 7.2568
Si, -1.8163, 5.8528, 7.4678
Si, 3.6167, 11.5345, 7.3442
Si, 0.8706, 8.7556, 7.3749
Si, 1.2381, 8.9772, 14.7784
Si, -1.9682, 8.2381, 21.4945
Si, -1.2728, 11.5044, 18.5034
Si, -0.3782, 6.8105, 16.3087
Si, -2.453, 5.7032, 19.8953
Si, 5.5231, 7.8662, 17.0615
Si, 1.7369, 8.4015, 9.4968
Si, 4.9599, 11.5461, 19.5533
Si, 9.2162, 4.9872, 9.721
Si, 0.6032, 13.6949, 10.1717
Si, 2.5323, 5.9122, 12.7796
Si, 3.1345, 9.3048, 18.6579
Si, -0.576, 12.5703, 21.3668
Si, 4.4604, 7.4371, 22.1338
Si, 6.3537, 5.0003, 22.0195
Si, 4.1179, 8.2118, 14.32
Si, 9.4481, 11.5423, 9.4782
Si, 1.2684, 10.8557, 16.8723
Si, 1.429, 14.9464, 21.2382
Si, 3.336, 12.451, 15.1053
Si, 0.5546, 9.9115, 22.0406
Si, 0.3486, 8.1044, 12.1495
Si, 5.6024, 13.2246, 16.8587
Si, 1.3975, 3.1348, 13.1514
Si, 4.1543, 10.4373, 10.184
Si, 9.2306, 13.4682, 13.757
Si, 4.94, 10.7649, 12.9393
Si, 6.6146, 5.2357, 17.3285
Si, 6.2552, 9.8837, 21.581
Si, 4.285, 13.7246, 21.7927
Si, 2.2462, 7.9934, 20.3135
Si, 0.4707, 5.7793, 19.1512
Si, -2.7683, 11.8369, 16.0656
Si, 6.2379, 8.1397, 10.2691
Si, 8.4808, 7.0459, 12.0799
Si, -2.494, 9.106, 17.2175
Si, -2.5726, 5.3452, 14.7164
Si, 3.7538, 6.1052, 10.0427
Si, 7.2702, 13.6371, 9.2877
Si, 7.5194, 11.9073, 11.6106
O, -1.565, 7.372, 22.8281
O, 6.1435, 10.5291, 20.0808
O, 4.1627, 11.455, 8.9215
O, -0.1694, 2.9959, 13.5564
O, 3.3439, 5.4118, 11.4522
O, -1.2268, 8.0148, 12.5238
O, -3.1974, 4.93, 21.1323
O, 9.1115, 6.1042, 10.9053
O, -2.2447, 12.3756, 17.5233
O, -2.2501, 7.2917, 20.2085
O, -3.7102, 5.5499, 15.8532
O, 0.6346, 11.5003, 21.6457
O, 6.6197, 12.8191, 10.5669
O, 4.9119, 8.9967, 21.8848
O, 1.6223, 2.7952, 8.9038
O, -4.251, 12.4799, 15.8843
O, -1.8383, 9.9512, 18.4749
O, 5.3661, 12.2741, 18.1639
O, 6.0963, 14.6529, 17.4299
O, 8.482, 10.9171, 10.683
O, 2.8799, 9.4567, 9.9906
O, -0.1711, 12.2473, 10.1728
O, 0.5151, 10.2083, 15.5709
O, -3.9455, 8.4272, 17.5032
O, 7.1507, 7.9883, 8.9435
O, 8.561, 12.8909, 12.3944
O, 4.1656, 4.9856, 8.9483
O, 3.5696, 10.7437, 19.3029
O, 0.3963, 6.0296, 17.5327
O, 2.4556, 6.9253, 9.4727
O, 0.9596, 9.202, 13.1863
O, 6.4118, 10.9949, 22.7606
O, 0.8911, 7.1993, 19.8475
O, 7.2093, 7.9129, 11.5525
O, -3.2285, 5.4807, 18.4973
O, 2.4699, 11.7959, 16.3257
O, 0.0915, 14.0321, 21.2676
O, 0.2422, 11.6231, 17.873
O, 7.9979, 6.2471, 13.4124
O, 4.7996, 9.1421, 13.157
O, 1.485, 2.8788, 11.5394
O, 2.719, 14.0081, 21.4672
O, 7.8123, 4.1432, 9.8591
O, 4.3506, 11.4672, 14.2821
O, 5.0311, 7.0648, 10.2959
O, -1.1246, 5.7074, 15.3725
O, -1.4528, 7.911, 16.8491
O, 4.7324, 12.5247, 20.8112
O, 5.5744, 9.6245, 10.2265
O, 3.5542, 6.8115, 13.6863
O, 2.3027, 13.033, 14.0043
O, 5.1986, 15.009, 21.3131
O, 1.1847, 6.7209, 12.3484
O, 5.2562, 7.959, 15.4538
O, 5.828, 6.5548, 21.9332
O, 2.0066, 4.5934, 13.5632
O, 6.5188, 11.1566, 12.6629
O, -0.7992, 9.3512, 21.2795
O, -0.4306, 4.0244, 10.0398
O, 0.7062, 7.5434, 15.3406
O, 1.8645, 9.5714, 17.6742
O, -1.6744, 12.6137, 22.5762
O, 8.3521, 3.7991, 14.247
O, -3.3625, 8.9908, 21.7472
O, 1.3168, 5.0793, 22.4852
O, -1.3372, 12.1564, 19.9829
O, -0.9417, 5.1617, 19.6739
O, 2.8566, 9.0072, 14.9908
O, 3.3731, 6.9966, 20.9755
O, 8.578, 12.7597, 8.7686
O, 1.5545, 15.6347, 19.7437
O, 4.4066, 8.7256, 17.8391
O, -1.7628, 12.3133, 14.8913
O, 4.0537, 11.2028, 11.6252
O, 5.3974, 6.3044, 17.534
O, 4.2895, 13.5032, 15.9209
O, 1.8326, 9.0777, 21.4767
O, -2.7476, 10.1989, 16.019
O, 0.5119, 8.5342, 10.5862

Results
free energy: -126302.813 eV
free energy less fixed offsets of O -568.88, Si -635.61 eV per atom: -3.213 eV

Forces (eV/angstrom), in the order of the atoms: element, x, y, z
Si, 0.0009, 0.0027, -0.008
Si, 0.0052, 0.0002, -0.0079
Si, 0.0057, 0.0055, 0.0044
Si, 0.0022, 0.0005, -0.0066
Si, -0.0019, -0.019, 0.0138
Si, 0.0024, 0.0099, 0.017
Si, -0.0042, -0.01, -0.0006
Si, -0.001, -0.0038, 0.0188
Si, -0.0012, -0.0056, 0.0116
Si, 0.0021, -0.0135, 0.0072
Si, -0.0119, 0.0049, 0.0067
Si, -0.0038, -0.0011, 0.0079
Si, -0.0039, 0.0087, 0.0015
Si, -0.0106, 0.0053, 0.0045
Si, -0.0001, -0.0043, 0.0141
Si, 0.0033, 0.0065, -0.0001
Si, -0.0029, 0.0075, 0.0042
Si, 0.0003, 0.0033, -0.002
Si, 0.0019, -0.0044, 0.0006
Si, 0.0046, -0.0004, 0.0019
Si, 0.0014, 0.0002, -0.0013
Si, 0.0071, 0.0002, 0.0017
Si, 0.0053, 0.009, 0.0036
Si, -0.0068, -0.0024, 0.0026
Si, -0.0014, -0.004, 0.003
Si, 0.001, 0.0001, 0.0072
Si, -0.0004, 0.0012, 0.0151
Si, 0.0012, -0.0019, 0.0053
Si, 0.0011, -0.0008, 0.0139
Si, -0.0058, -0.0056, 0.0095
Si, -0.0044, -0.0005, 0.0009
Si, -0.0005, 0.0024, 0.0035
Si, 0.0608, 0.2237, -0.1492
Si, -0.1254, -0.225, -0.0424
Si, -0.2019, -0.2516, 0.0369
Si, 0.1671, 0.1884, 0.055
Si, -0.3165, -0.1639, 0.0824
Si, 0.3224, 0.1695, 0.0297
Si, 0.1679, 0.2965, -0.0175
Si, -0.1204, -0.1964, -0.0592
Si, 0.1536, -0.0383, -0.005
Si, 0.0085, -0.1345, 0.0042
Si, -0.182, -0.0098, -0.0034
Si, -0.0073, 0.1119, -0.0256
Si, -0.1666, -0.024, 0.0155
Si, 0.0082, 0.1823, -0.029
Si, 0.225, 0.0312, -0.0053
Si, -0.0037, -0.1696, 0.0019
Si, 0.2302, -0.1062, -0.0053
Si, 0.2277, -0.3314, -0.0367
Si, -0.3266, 0.3104, -0.097
Si, -0.2229, 0.2925, -0.0851
Si, -0.172, 0.1914, -0.0047
Si, -0.1123, 0.0882, 0.0184
Si, 0.2509, -0.2383, -0.1009
Si, 0.1446, -0.2283, 0.0525
Si, 0.001, -0.0017, 0.0059
Si, 0.0012, -0.0017, -0.0029
Si, -0.0032, 0.0012, -0.0043
Si, 0.0039, 0.0024, 0.0049
Si, -0.0054, 0.0016, 0.0008
Si, 0.0016, -0.0019, 0.0084
Si, 0.0055, 0.0042, 0.0027
Si, -0.003, -0.004, -0.0031
Si, 0.0003, 0.0087, -0.0026
Si, -0.0046, -0.0085, 0
Si, -0.0012, -0.0055, -0.0046
Si, 0.0112, -0.0074, -0.0103
Si, -0.0021, -0.0029, 0.0049
Si, 0.0054, 0.0029, -0.0045
Si, 0.0065, 0.002, 0.0015
Si, -0.0064, 0.0009, -0.003
Si, 0.0052, 0.0126, -0.0011
Si, 0.0046, -0.0019, 0.0073
Si, -0.0073, 0.0072, 0.006
Si, 0.0094, 0.0098, -0.0008
Si, -0.0052, -0.0007, -0.0015
Si, -0.0069, 0.0016, -0.0046
Si, 0.0024, 0.0089, 0.0029
Si, -0.0027, -0.0016, -0.0027
Si, -0.009, 0.002, -0.0124
Si, -0.0053, -0.0021, 0.0035
Si, 0.0048, -0.0001, 0.0016
Si, 0.0087, -0.0104, -0.0017
Si, 0.013, -0.0075, 0.0076
Si, -0.0011, 0.0007, 0.0012
Si, 0.0016, -0.0102, -0.0055
Si, -0.0154, 0.0027, 0.0091
Si, 0.002, 0.0018, 0.0001
Si, -0.0056, 0.0045, -0.0019
Si, 0.0026, 0.0002, 0.0072
Si, 0.0023, 0.0024, 0
Si, -0.0016, 0.0047, 0.0042
Si, 0.0017, 0.0023, 0.0024
Si, 0.0023, 0.0009, -0.0014
Si, 0.0052, 0.0029, 0.0051
Si, 0.0036, 0.0046, -0.0118
Si, -0.0062, -0.0061, 0.0092
Si, 0.0086, 0.0017, -0.0151
Si, 0.0055, -0.0038, 0.0041
Si, 0.0102, -0.0065, -0.0065
Si, -0.0009, -0.0017, 0.0128
Si, 0.0035, -0.0082, 0.0037
Si, 0.0007, 0.0009, -0.0059
Si, 0.0157, -0.0159, -0.0054
Si, -0.0004, 0.0005, 0.0013
Si, 0.01, -0.0069, -0.0024
Si, 0.0034, -0.0011, 0.0026
Si, -0.0112, 0.011, 0.0171
Si, 0.0029, 0.0117, -0.0108
Si, -0.0029, -0.0034, 0.0049
Si, 0, -0.0011, -0.0095
Si, 0.0036, -0.0118, 0.0032
Si, 0.0003, 0.0021, -0.0013
Si, -0.0027, -0.0002, -0.0069
Si, 0.0026, 0.0019, 0.0039
Si, 0.0009, -0.0058, 0.0047
Si, -0.0009, -0.0038, 0.0061
Si, 0.0063, -0.0043, -0.0031
Si, 0.0008, -0.0069, 0.0014
Si, -0.0041, 0.0024, 0.0016
Si, -0.0123, 0.0017, -0.0055
Si, -0.0067, 0.0023, 0.0009
Si, -0.0032, -0.0005, 0.006
Si, -0.0012, -0.0019, 0.0015
Si, -0.0012, 0.0044, 0.0004
Si, -0.0207, -0.004, -0.0066
Si, -0.0017, -0.0013, -0.0022
O, 0.0005, 0.0009, -0.0021
O, -0.0048, 0.0045, 0.0023
O, 0.0027, 0.0024, 0.0021
O, -0.0006, 0.0003, 0.0043
O, 0.0002, 0.0007, 0.0081
O, -0.0088, -0.0027, 0.0017
O, 0.0003, -0.0001, 0.0014
O, -0.002, 0.0031, 0.0088
O, -0.0006, 0.0016, -0.0011
O, 0.002, -0.0027, 0.002
O, 0.0024, -0.001, 0.0023
O, -0.0013, 0.0002, 0.0015
O, 0.0004, 0.0007, -0.0009
O, 0.0069, 0.0024, 0.0015
O, 0.0009, 0.0033, 0.0023
O, 0.0054, -0.0009, 0.0031
O, -0.0007, -0.0009, -0.0003
O, 0.0009, 0.0012, 0.0003
O, 0.0005, 0.0015, 0.0016
O, 0.0007, 0.0049, 0.0026
O, -0.0014, 0.0024, 0.001
O, -0.0008, 0.0022, 0.0044
O, -0.0033, 0.0003, 0.0036
O, 0.0003, -0.0002, 0.0013
O, 0.0002, -0.0001, 0.0048
O, -0.0006, -0.0016, 0.0045
O, -0.0001, -0.0025, -0.0053
O, -0.0024, 0.0012, 0.0022
O, -0.0006, -0.0005, 0.0019
O, 0, -0.002, 0.0014
O, -0.0005, 0.0031, 0.0035
O, -0.0041, -0.004, -0.011
O, 0.0067, 0.0095, 0.0058
O, 0.009, -0.0057, 0.0077
O, -0.0031, -0.0011, -0.0042
O, 0.0011, -0.0004, 0.0007
O, -0.0039, 0.0044, 0.0077
O, -0.0011, -0.0007, 0.0007
O, 0.0015, 0.0016, 0.0012
O, 0.0006, 0.0007, 0.0051
O, -0.0005, 0, 0.003
O, 0.0012, 0.0012, 0.0034
O, 0.0111, 0.0135, 0.0095
O, -0.0008, 0.0029, 0.0046
O, 0.0043, 0.0026, 0.0003
O, -0.0017, -0.001, 0.0018
O, 0.0016, -0.0007, 0.002
O, -0.0013, -0.0011, -0.0007
O, 0.0011, -0.002, 0.0005
O, 0.0022, -0.0011, 0.0063
O, 0.0002, 0.0014, 0.0046
O, 0.0006, 0.004, 0.0023
O, -0.0012, -0.008, 0.0034
O, 0.0014, -0.0008, 0.0042
O, -0.006, 0.0085, 0.0024
O, -0.0016, -0.0056, 0.0078
O, -0.0014, 0, 0.0063
O, -0.0001, 0.0011, 0.0006
O, 0.0006, -0.0028, 0.0001
O, -0.0004, -0.0003, 0.004
O, -0.0024, 0.0024, -0.0032
O, -0.002, -0.0004, -0.0021
O, 0.0009, 0.0026, 0.0044
O, -0.0019, 0.0029, 0.0071
O, -0.0004, 0.0097, 0.0203
O, -0.0011, -0.0044, -0.0021
O, -0.0008, -0.0001, 0.0008
O, -0.0015, 0.0004, 0.0051
O, -0.0083, 0.0028, 0.0007
O, -0.004, 0.0082, -0.0025
O, -0.0033, 0.0057, -0.0013
O, -0.0049, 0.0016, 0.0013
O, -0.0011, 0.0022, 0.0029
O, 0.0013, 0.002, 0.0042
O, -0.0006, -0.0028, 0.0015
O, -0.0014, 0.0002, 0.0002
O, 0.0097, -0.0057, -0.0062
O, 0.0021, 0.001, 0.0012
O, -0.0032, 0.0013, 0.0074

The program warned: the cutoff lies below the one the program advises for these potential files; the forces do not sum to zero within the program's tolerance; the exchange-correlation potential is rough where the density is thin.
